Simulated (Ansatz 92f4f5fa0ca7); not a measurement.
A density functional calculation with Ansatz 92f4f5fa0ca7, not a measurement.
Periodic cell of 122 atoms, Si78O44, from a study of silicon, its oxide and their interface. The atomic structure is a simulated model.

Settings: functional r2SCAN; potential files Ansatz norm-conserving; basis plane waves; wave-function cutoff 1300 eV; density cutoff ratio 4; exchange-correlation grid ratio 1; k mesh 2 x 2 x 1, shifted by 0.5 0.5 0.5 of a step; self-consistency stop 5e-08 eV per atom in the density residual; occupations Fermi-Dirac, 0.05 eV; spin none; net charge 0.

Cell vectors (angstrom)
a 10.88 0 0
b 0 10.88 0
c 0 0 17.8184

Atoms: element, x, y, z (angstrom)
Si -0.1006 0.5372 -0.1509
Si 3.3014 2.5662 0.5839
Si -0.0164 5.8121 -0.1209
Si 2.9198 7.9396 0.0087
Si 5.29 0.2795 0.6563
Si 8.8315 2.6971 0.4941
Si 5.2988 6.0268 -0.4612
Si 8.3137 8.313 -0.3394
Si 1.5264 1.2329 1.3383
Si 4.4511 4.4417 1.4847
Si 1.4962 7.0355 1.4906
Si 3.9703 9.459 1.6843
Si 6.7089 1.8026 1.7314
Si 9.9455 4.3882 1.5457
Si 7.0121 6.9302 0.9523
Si 9.3029 9.845 1.3944
Si 0.3311 2.7191 2.55
Si 2.6664 -0.0611 2.9469
Si 0.1332 8.2899 2.7137
Si 2.8838 5.7707 2.8405
Si 5.4115 2.9222 3.3308
Si 7.9748 0.149 3.1735
Si 5.733 7.9316 2.8541
Si 8.1603 5.2295 2.7487
Si 1.5707 4.282 4.0293
Si 4.0844 1.3428 4.2124
Si 1.2985 9.3013 4.2826
Si 4.0685 6.7745 4.3088
Si 7.0006 4.2213 4.4509
Si 9.7058 1.5413 4.0054
Si 6.9284 9.2344 4.3539
Si 9.4026 6.9434 4.0216
Si -0.2116 -0.14 5.5077
Si 2.5297 2.7182 5.3994
Si -0.0941 5.5443 5.4958
Si 2.5711 7.98 5.7102
Si 5.3851 -0.1177 5.573
Si 8.2326 2.5975 5.6819
Si 5.4939 5.63 5.5976
Si 8.3073 7.9734 5.779
Si 1.0944 1.4064 6.781
Si 3.9272 4.1129 6.7659
Si 1.2161 6.6524 7.0154
Si 3.8546 9.4266 6.8642
Si 6.7709 1.1821 7.0153
Si 9.6616 4.0897 6.8102
Si 6.7211 6.8969 7.1024
Si 9.4179 9.4214 7.3048
Si -0.4258 2.5865 8.2573
Si 2.4914 -0.2244 8.3178
Si 0.0632 8.2159 8.4145
Si 2.3742 5.3367 8.1871
Si 5.0698 2.4466 8.1899
Si 7.9617 -0.3506 8.6413
Si 5.0631 7.8641 8.3947
Si 8.1712 5.1642 8.2407
Si 0.6842 4.2881 9.463
Si 3.9926 0.9043 9.6666
Si 1.0432 9.8678 9.9988
Si 4.0079 6.1604 9.5291
Si 6.2903 4.0109 9.1541
Si 9.7183 0.8814 9.7938
Si 6.4717 9.3975 10.0347
Si 9.6875 6.5235 9.4576
Si 1.8293 3.9059 15.9912
Si -3.2412 7.3091 11.7518
Si 7.3661 4.1714 15.7953
Si 7.6888 2.646 11.576
Si 4.5562 6.7152 12.4893
Si 8.9253 4.876 13.2051
Si 3.9512 14.7376 13.7627
Si 12.8157 -0.7316 15.5755
Si 6.8398 10.4117 15.8814
Si 13.5337 9.4005 12.778
Si 7.9183 12.6415 14.2413
Si 2.0569 2.6085 11.7461
Si 10.9204 2.8584 13.7196
Si 15.1541 11.542 14.2014
O 0.4793 -0.382 -1.6504
O 6.4891 -0.0179 -0.5208
O 6.9629 2.7358 -2.7465
O 3.0528 3.5259 -5.2134
O -1.2555 6.9473 -0.4114
O 5.9294 5.1574 -1.7037
O 2.678 8.9518 -1.3523
O 4.1395 7.0815 -0.9107
O 4.1287 1.1308 0.0184
O 3.7298 -0.2065 -4.8756
O 11.7249 5.0674 -1.2164
O 9.457 2.2733 -3.7404
O 0.9279 2.917 -2.7531
O 9.898 1.9755 -0.536
O 12.527 9.4695 -3.7828
O 5.5995 -0.1085 14.8748
O -3.3843 8.8469 16.0286
O 5.1188 -0.2615 10.3848
O 2.9927 1.7424 10.8504
O 1.8969 9.2845 11.3484
O 0.0332 10.9529 10.6261
O 3.6627 6.4015 11.1287
O 8.1964 4.9939 14.6483
O 8.6677 6.4565 12.6282
O 5.2664 5.1545 9.9007
O 8.1224 4.09 12.0101
O 12.1255 3.6196 10.7573
O 6.6201 13.9696 10.4935
O 7.3812 9.0034 11.5215
O 10.8246 5.5453 10.2533
O 8.4285 7.0201 10.3222
O 2.8894 4.3516 14.8309
O -7.0786 8.0058 12.9679
O 7.1955 1.7098 12.8009
O 2.5036 2.8575 17.0581
O 8.9692 1.8598 10.8548
O 6.161 6.7214 12.2459
O 4.8072 5.2946 13.5231
O 10.4877 4.4629 13.2711
O 8.0806 4.0559 17.2743
O 11.7152 2.0049 12.6179
O 15.5147 13.1409 13.9575
O 13.8573 11.4632 15.3036
O 7.994 0.2918 14.8516

Results
free energy: -29593.923 eV
free energy less fixed offsets of O -463.61, Si -117.95 eV per atom: 5.017 eV
pressure: -3.03 GPa
stress xx, yy, zz, yz, xz, xy (GPa, positive in tension): 2.9, 4.36, 1.84, -2.46, -1.65, -2.69

Forces (eV/angstrom), in the order of the atoms: element, x, y, z
Si -0.4801 -1.5054 -1.6463
Si 0.5715 -2.0196 0.0787
Si -1.9818 2.5438 2.9254
Si 2.9154 2.9693 -2.7264
Si 2.1416 -0.4948 0.2157
Si -2.3145 2.7159 -1.3234
Si 1.1093 -1.3364 0.9521
Si 1.6058 -0.7885 -0.2732
Si 0.8443 0.1076 0.8958
Si -0.5396 -0.3884 0.3433
Si -0.9264 -1.9047 -1.8509
Si 2.3866 -1.6061 -0.7918
Si 1.3686 -1.5223 0.8111
Si -0.1385 -0.9888 -0.0991
Si -1.3167 -1.1561 1.6517
Si 1.0413 0.0993 -0.9308
Si -0.2681 1.3739 1.8868
Si -0.802 -0.3445 0.4729
Si -3.084 0.6941 -0.7086
Si -0.7006 -2.4581 -2.2831
Si 1.1429 1.7198 -2.2383
Si 0.4053 0.284 -1.9736
Si -1.5581 0.8351 -0.848
Si 0.5025 2.3228 -0.935
Si -1.6152 -0.7679 0.1653
Si -1.0989 -0.5476 0.7951
Si 0.5383 2.0491 0.9874
Si 1.5868 2.0899 0.4861
Si -1.1624 -0.9622 0.4125
Si -0.9609 -1.0664 1.2302
Si -0.4621 1.5096 0.4158
Si 0.747 -1.3279 -0.0499
Si 0.3181 0.5542 0.5381
Si 1.0882 0.1989 0.7777
Si 0.7402 -0.3364 -1.8518
Si 0.3158 -0.0926 -1.1649
Si 0.4664 -0.7334 -0.0412
Si 0.6051 0.5103 -0.8646
Si 0.2074 -1.5077 1.0343
Si -0.587 1.2062 0.0929
Si 0.6341 -0.6906 1.053
Si -0.1874 -1.0831 0.2386
Si -0.9664 2.8958 -1.3196
Si 0.9169 -0.0634 1.4674
Si -0.1849 -0.0972 0.437
Si -2.6346 -0.853 -0.387
Si 0.8094 -1.4609 0.1395
Si 0.1068 0.2245 -2.6483
Si 1.9798 -0.6131 0.2811
Si -0.4309 1.5248 -0.5041
Si 0.2455 -0.6373 1.4596
Si 1.6064 -2.7119 1.1553
Si -0.1934 -0.0614 -1.5166
Si 0.2503 1.3729 -0.1533
Si 1.1225 2.2038 0.4163
Si -0.4443 0.8693 -0.9993
Si 0.1211 -0.0177 0.0377
Si 0.507 -0.4994 2.1617
Si 1.9828 -2.3108 0.1644
Si 0.8321 -0.4047 2.4831
Si 0.0872 1.0157 2.7465
Si -1.6499 1.0805 0.0906
Si -2.0412 1.105 1.5294
Si -0.128 -1.1732 0.2563
Si 0.3123 -1.7889 -1.7277
Si -0.8459 0.3178 -0.3437
Si -1.6022 1.4211 0.761
Si 0.632 -1.6421 -1.3723
Si 0.5747 -3.4264 -0.107
Si -0.8738 3.2531 -1.5177
Si 3.4771 0.8674 1.9565
Si 1.4803 -0.3929 -1.2638
Si 1.7139 -0.8569 -5.6617
Si 3.0007 -1.4556 0.5232
Si 0.6212 -1.337 -0.463
Si -0.2915 2.5227 -1.1154
Si -1.0101 1.9488 1.218
Si -0.0398 0.2405 2.1516
O -1.0173 2.1961 2.7382
O -1.0838 0.5468 2.9717
O 0.5268 1.883 2.0547
O -3.1983 -0.8449 -4.2715
O 0.1184 0.4287 -0.7523
O 1.4056 -1.1505 0.0491
O -1.2765 0.3314 0.8982
O -1.0254 -0.5394 1.6906
O -1.4398 2.8783 -0.2501
O -0.7054 -0.5213 -0.4883
O 1.3354 -0.8009 -1.3638
O -0.4132 -0.2484 -0.1539
O -1.0891 -0.0469 -0.0806
O 0.3848 -2.1428 0.2266
O 0.4367 0.3615 0.9811
O -1.6517 -0.0992 -0.2242
O 0.6779 0.3655 1.8659
O 0.567 0.2837 -1.2786
O 2.2223 -3.045 -2.3297
O -0.2372 0.5542 -0.516
O -1.1867 0.7422 -0.8994
O -0.1101 0.2911 -0.4086
O -0.0455 -0.9814 0.8571
O 1.1168 -0.6525 1.8161
O 1.0359 -1.068 -2.1716
O 1.6649 1.3338 2.3778
O 1.5764 -1.6281 1.8171
O -0.4768 -0.9521 -0.5437
O -1.3577 -1.235 -1.6041
O -1.5792 1.0685 -1.5667
O -1.2543 1.0145 0.7656
O -0.7294 0.8007 3.8128
O -2.0649 3.0738 0.9273
O 0.2623 0.3 -1.2019
O -1.389 2.8304 -2.3125
O -0.6219 0.276 0.785
O 1.4984 1.9084 -1.5991
O -1.8778 -0.685 -1.1436
O 0.3579 -1.6823 0.3933
O -0.0819 -1.9994 -1.0985
O 0.2804 -0.3509 0.3161
O -0.92 0.7252 0.534
O -0.2479 -1.7496 -0.4636
O -0.5287 -0.9879 2.6499
